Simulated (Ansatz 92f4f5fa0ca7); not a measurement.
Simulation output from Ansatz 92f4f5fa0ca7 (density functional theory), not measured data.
Periodic cell of 150 atoms, Si88O58N4, from a study of silicon, its oxide and their interface. The atomic structure is a simulated model.

Settings: functional r2SCAN; potential files Ansatz norm-conserving; basis plane waves; wave-function cutoff 1300 eV; density cutoff ratio 4; exchange-correlation grid ratio 1; k mesh 2 x 2 x 1, shifted by 0.5 0.5 0.5 of a step; self-consistency stop 5e-08 eV per atom in the density residual; occupations Fermi-Dirac, 0.05 eV; spin none; net charge 0.

Cell vectors (angstrom)
a, 10.88, 0, 0
b, 0, 10.88, 0
c, 0, 0, 21.3476

Atoms and the computed forces on them: element, x, y, z (angstrom), force x, y, z (eV/angstrom)
Si, 0.3253, -0.3364, 0.229, 0.1126, -0.031, -0.6957
Si, 2.368, 2.9003, -0.2834, -0.3253, -0.1199, -0.5955
Si, 0.129, 5.2219, 0.0438, 0.0002, 0.0101, -0.7267
Si, 2.3404, 8.302, 0.1085, -0.3339, 0.2407, -0.6713
Si, 5.5192, -0.2797, 0.2872, 0.1363, -0.2867, -0.7866
Si, 7.9593, 2.9744, -0.2368, -0.2286, 0.1332, -0.3475
Si, 5.6307, 5.05, -0.2713, 0.1884, -0.1344, -0.2538
Si, 7.9958, 8.4986, 0.0651, -0.104, 0.4049, -0.8193
Si, 1.4692, 1.3325, 1.3497, -0.0418, 0.0151, -0.2878
Si, 4.0798, 3.9533, 1.132, -0.0225, 0.1192, -0.2346
Si, 1.2161, 6.7898, 1.4322, 0.121, -0.0966, -0.1373
Si, 3.9412, 9.4241, 1.4794, -0.0275, -0.0711, -0.1995
Si, 6.7872, 1.4389, 1.2365, 0.1342, 0.1695, -0.1624
Si, 9.4338, 4.0374, 1.2945, 0.0708, -0.1395, -0.0953
Si, 6.7884, 6.7073, 1.1131, 0.033, -0.065, -0.2248
Si, 9.5691, 9.4619, 1.4825, -0.0346, -0.0084, -0.1703
Si, -0.0126, 2.6675, 2.6453, 0.0003, 0.1582, 0.0385
Si, 2.743, 0.0337, 2.8002, 0.0124, -0.0018, 0.106
Si, -0.0496, 8.103, 2.8448, 0.0102, 0.0346, 0.1818
Si, 2.7516, 5.3964, 2.5781, -0.021, -0.147, -0.0061
Si, 5.3989, 2.7094, 2.655, 0.0368, 0.0192, -0.0657
Si, 8.1772, 0.0771, 2.6305, -0.0685, -0.0212, 0.2313
Si, 5.4072, 8.0179, 2.6119, 0.2231, -0.0151, 0.2523
Si, 8.1368, 5.4393, 2.6422, -0.1172, 0.0984, -0.0845
Si, 1.395, 4.0587, 3.9996, 0.0223, 0.0349, -0.161
Si, 4.1021, 1.389, 4.1231, -0.011, -0.0711, 0.0488
Si, 1.3354, 9.5437, 4.0927, -0.0174, 0.0077, 0.0694
Si, 4.0566, 6.7246, 4.0512, 0.0034, -0.0158, -0.0614
Si, 6.7536, 4.102, 4.0044, 0.0607, 0.063, 0.0421
Si, 9.5499, 1.3477, 4.0797, -0.0589, -0.0693, -0.0938
Si, 6.757, 9.5302, 3.9128, -0.0274, 0.0066, -0.1984
Si, 9.5054, 6.7067, 4.114, -0.0553, 0.0578, -0.0099
Si, 0.0721, 0.0432, 5.4992, -0.0888, -0.0124, 0.0507
Si, 2.717, 2.7567, 5.4819, 0.0017, -0.043, -0.0031
Si, 0.1032, 5.4064, 5.4396, 0.0577, -0.1191, 0.0279
Si, 2.6814, 8.1501, 5.4039, 0.0564, -0.0128, -0.0814
Si, 5.4191, -0.0506, 5.4013, 0.0721, -0.0279, -0.0404
Si, 8.1465, 2.7328, 5.3438, 0.0089, 0.0942, -0.0877
Si, 5.4058, 5.4095, 5.4467, -0.1053, 0.0656, 0.0518
Si, 8.1607, 8.2285, 5.2523, 0.0143, -0.0778, 0.0195
Si, 1.4581, 1.385, 6.9544, -0.1808, 0.0732, 0.0791
Si, 4.0588, 4.0769, 6.9168, 0.1218, 0.224, -0.032
Si, 1.4162, 6.8357, 6.887, -0.0956, -0.0978, 0.0453
Si, 3.9661, 9.5359, 6.7881, -0.0474, 0.0822, -0.0921
Si, 6.7721, 1.3735, 6.6787, -0.072, -0.1272, -0.0256
Si, 9.6168, 3.9795, 6.6958, 0.2566, -0.1376, -0.1194
Si, 6.7896, 6.9419, 6.5918, -0.0856, 0.2034, -0.1197
Si, 9.5222, 9.5001, 6.6831, 0.0226, -0.0669, -0.1001
Si, 0.0104, 2.7159, 8.3167, -0.1967, 0.1153, 0.2871
Si, 2.815, 0.0026, 8.3969, 0.0725, 0.0869, 0.4691
Si, -0.0528, 8.2352, 8.1608, -0.3165, -0.2057, 0.5716
Si, 2.8547, 5.5745, 8.3612, 0.1815, 0.0966, 0.4079
Si, 5.4411, 2.6144, 8.1754, 0.0461, -0.1751, 0.5595
Si, 8.1932, 0.0393, 7.9141, 0.1974, 0.2585, 0.3066
Si, 5.455, 8.3101, 8.0201, 0.4601, -0.0605, 0.5721
Si, 8.266, 5.5473, 7.6691, 0.096, 0.268, 0.2346
Si, 1.1042, 4.4967, 9.5398, -0.2044, 0.1094, 0.389
Si, 4.4888, 1.154, 9.9566, -0.4529, 0.1963, -0.0838
Si, 1.0477, 9.7604, 9.6063, -0.1712, -0.0775, 0.2385
Si, 4.947, 6.615, 9.5597, 0.0784, -0.2323, -0.2105
Si, 6.9679, 4.203, 8.9449, 0.0458, 0.1468, 0.6738
Si, 9.5825, 1.0315, 9.5339, 0.1635, -0.244, 0.1807
Si, 6.6931, 9.9139, 9.3244, 0.215, -0.6375, 0.0269
Si, 9.5002, 6.5943, 9.3786, 0.6034, -0.2801, -0.103
Si, -2.8092, -1.2846, 13.3089, -0.0033, -0.0474, 0.3576
Si, -0.2245, -2.6215, 13.745, -0.1299, -0.1766, 0.3186
Si, 3.5368, 1.6506, 15.7342, 0.1751, -0.0397, 0.1994
Si, 7.3171, -3.2552, 11.2105, 0.0482, -0.0609, 0.2446
Si, 0.6668, 3.5547, 12.3167, 0.0155, 0.2065, 0.425
Si, 8.6284, 4.7506, 11.4272, -0.0371, 0.1272, 0.0643
Si, 3.9625, 6.8206, 19.2009, -0.0753, 0.074, -0.1524
Si, 2.3563, -1.895, 12.4048, -0.1523, 0.0631, 0.2204
Si, -3.7999, 1.0927, 11.5044, 0.1966, -0.1222, 0.065
Si, 4.7473, 6.6903, 12.4688, 0.1507, 0.0437, 0.5674
Si, -2.4391, 5.3323, 16.2033, -0.0163, -0.2109, -0.0578
Si, 6.0457, 3.9498, 12.6512, -0.1419, 0.024, 0.5115
Si, -9.4573, 2.6695, 18.0451, 0.0417, 0.0445, -0.215
Si, -8.9345, 6.9962, 16.8213, -0.2884, 0.1588, -0.2425
Si, -5.1168, 3.9068, 15.7323, 0.0239, -0.0021, 0.1855
Si, -2.3665, 8.2831, 15.8144, 0.1625, 0.13, 0.1963
Si, -0.1348, 5.49, 18.2868, 0.0355, 0.2249, -0.2703
Si, 11.1505, 5.5626, 14.4971, 0.0058, 0.0078, 0.0974
Si, 2.7362, 1.302, 12.654, -0.0047, 0.0085, 0.2253
Si, -1.1071, 12.1577, 19.1953, 0.0869, -0.1513, -0.0331
Si, 5.1859, 9.5567, 18.9719, -0.2913, 0.3235, -0.3931
Si, -7.0751, 9.3492, 16.409, -0.1919, 0.0337, -0.1088
Si, 8.2016, 9.5777, 18.5482, 0.1172, -0.2729, -0.2329
Si, 5.7925, 6.8935, 15.474, -0.1049, -0.0234, 0.0607
O, 1.3226, -1.428, -0.5589, 0.0013, 0.0397, 1.0309
O, -0.4181, 0.5788, 20.4664, -0.0296, 0.0147, -0.2173
O, 2.3383, 2.5029, 19.4104, 0.0623, 0.187, 0.8869
O, 1.3281, 4.1547, -0.2574, -0.0447, -0.0548, 0.0764
O, 0.0417, 1.7977, 18.1675, -0.1138, 0.0104, 0.4197
O, -2.3291, 8.6476, 19.8452, -0.2378, -0.0117, 0.5425
O, -4.2555, 9.85, 18.317, -0.0461, -0.124, 0.2405
O, 2.8002, 7.3491, 20.2034, 0.276, 0.0055, 0.0374
O, 4.861, -0.2056, 20.1118, 0.2547, -0.112, 0.4792
O, 1.4683, 6.118, 15.4979, -0.0896, 0.0603, 0.0863
O, 6.8148, 4.0235, -0.8521, -0.054, 0.0624, 0.715
O, 8.8044, 2.4573, 19.7883, -0.0322, -0.0934, 0.197
O, -9.6084, 8.8267, 13.6109, 0.1204, -0.0163, -0.4151
O, 4.7293, 5.4895, 19.7485, 0.0849, 0.1505, 0.3153
O, 8.8739, 11.0423, 18.4662, 0.116, 0.0471, 0.2844
O, 9.9714, 3.9494, 11.9606, -0.1457, -0.0973, -0.1139
O, 1.5641, 4.1442, 11.0939, -0.226, 0.0486, -0.549
O, 3.6451, 1.7027, 11.3219, 0.3961, -0.2742, -0.4816
O, 3.2516, 1.8777, 14.1228, -0.1003, -0.1604, -0.3176
N, 5.9887, 0.2819, 10.3954, -0.4719, -0.2326, -0.2109
O, -0.1577, 10.8124, 10.0819, 0.2233, 0.1404, -0.3522
O, 1.6451, 8.9533, 10.931, -0.064, 0.2202, -0.1763
N, 5.6288, 7.2178, 11.1041, -0.3573, -0.1168, -0.631
O, 7.6639, 8.8475, 10.1739, -0.3012, -0.0073, 0.0491
O, 2.8655, -0.3445, 12.6398, -0.0861, -0.0643, -0.0689
O, 8.5468, 1.3025, 10.8028, 0.0905, 0.001, -0.1153
O, 3.4007, 7.6938, 12.4857, -0.0775, -0.0063, -0.0784
N, 8.5771, 6.4441, 10.8955, 0.1273, 0.2916, -0.3571
O, 10.7463, 5.5668, 9.7385, 0.175, -0.1756, -0.1417
O, -3.4499, 0.1145, 12.7946, 0.01, 0.2057, -0.4306
O, -3.4142, 4.753, 12.5773, -0.0015, -0.1947, -0.2805
O, 3.7895, -0.0119, 15.7349, -0.0494, 0.0521, 0.1251
O, -1.2102, -1.5496, 12.9941, -0.1516, -0.0936, 0.0374
O, 5.8253, 3.5261, 14.1777, 0.0464, 0.2118, -0.2973
O, 8.7778, -2.1532, 17.3218, -0.2491, 0.116, 0.0317
O, 8.0599, -7.005, 10.1671, -0.3474, 0.0516, -0.2544
O, 7.3706, -2.5973, 12.6894, 0.1477, 0.0128, -0.2704
O, -0.1003, -4.2083, 13.3275, 0.0023, 0.2074, 0.1597
O, 1.2289, 2.0003, 12.4773, 0.1726, -0.034, -0.1456
O, 2.3935, 8.4941, 16.279, 0.2823, -0.1635, 0.154
O, 5.1785, 5.4364, 15.9983, 0.2396, 0.0273, -0.1734
O, -1.6368, -5.4728, 17.6295, 0.2129, -0.0384, 0.0055
O, -6.9221, 9.7701, 17.9537, 0.2439, -0.1899, 0.1213
O, -10.249, 6.8548, 17.7823, 0.161, -0.2362, 0.0141
O, -3.0659, 9.4694, 14.924, 0.2586, -0.2059, -0.2976
O, -9.9481, 4.2778, 13.7546, -0.1133, -0.0641, -0.3801
O, 4.7954, 13.5327, 16.2595, -0.056, 0.0748, -0.2981
O, -0.3889, 5.6464, 19.8803, 0.1475, -0.1598, 0.6215
O, 5.8024, 5.2213, 9.4868, -0.2395, 0.2678, 0.0067
O, 5.142, 7.9563, 19.2943, -0.1593, -0.0089, 0.0468
O, -10.0224, 4.22, 17.8903, -0.034, -0.0738, 0.2174
O, -5.85, -2.5998, 16.0128, -0.0283, -0.1382, 0.0181
O, -4.5902, 2.4902, 11.8899, 0.1941, 0.0211, -0.0407
O, -7.6384, 6.5293, 17.7483, 0.0998, 0.1247, 0.4287
N, -3.3405, 6.8243, 15.8062, 0.014, -0.0379, -0.028
O, -12.0439, 5.1117, 15.1672, -0.0167, 0.1826, 0.0759
O, -6.0894, -5.8843, 12.2879, 0.0978, 0.137, 0.0139
O, -0.8272, 8.1126, 15.2635, -0.2177, 0.0272, -0.3394
O, 2.2907, 12.995, 16.7404, 0.0022, 0.071, 0.1541
O, 6.7735, 9.5863, 21.339, 0.0005, -0.1064, 0.2124
O, 5.4628, 6.9162, 13.8927, -0.1002, -0.0875, -0.1839
O, 7.3438, 4.0854, 16.244, -0.0735, 0.2695, -0.1668

Results
free energy: -38446.522 eV
free energy less fixed offsets of N -289.75, O -463.61, Si -117.95 eV per atom: -18.542 eV
pressure: -3.61 GPa
stress xx, yy, zz, yz, xz, xy (GPa, positive in tension): 4.24, 4.18, 2.39, 0.75, 0.55, -1.6

The program warned: the forces do not sum to zero within the program's tolerance.
